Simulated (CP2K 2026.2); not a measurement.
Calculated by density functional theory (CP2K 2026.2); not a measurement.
Periodic cell of 534 atoms, Si358O176, from a study of silicon, its oxide and their interface. The atomic structure is a simulated model.
Doubt: the forces sum to 1.23 eV/angstrom along one axis rather than to zero, so they err by at least 0.0023 eV/angstrom per atom on average; the grid cutoff is modest.

Settings
functional: PBE
method: Gaussian and plane waves
basis set: DZVP-MOLOPT-SR-GTH
pseudopotentials: GTH-PBE
grid cutoff: 350 Ry, relative cutoff 50 Ry
k points: Gamma only
occupations: fixed
spin: none
net charge: 0

Cell vectors (angstrom)
a	16.4025	0	0
b	0	16.4025	0
c	0	0	35.3982

Atoms and the computed forces on them: element, x, y, z (angstrom), force x, y, z (eV/angstrom)
Si	15.844	0.303	0.06	-0.123	0.197	-0.257
Si	2.424	3.114	0.059	-0.037	-0.081	-0.031
Si	0.302	5.356	34.979	-0.001	-0.056	0.141
Si	3.159	7.963	35.385	0.011	0.078	-0.018
Si	15.873	11.335	0.286	-0.03	-0.037	-0.209
Si	3.156	13.235	35.086	-0.246	-0.017	0.103
Si	5.827	16.043	35.045	-0.103	-0.178	0.272
Si	9.271	2.254	35.22	-0.141	0.115	-0.266
Si	5.341	5.69	35.299	0.118	-0.229	-0.205
Si	8.58	7.783	0.157	-0.417	-0.302	0.085
Si	5.447	11.003	35.192	-0.009	-0.068	0.227
Si	8.262	13.94	35.043	-0.081	-0.017	0.717
Si	10.521	0.258	0.019	0.094	-0.12	-0.07
Si	13.708	2.512	0.159	-0.061	-0.106	-0.416
Si	10.603	6.532	35.171	0.506	0.11	0.045
Si	13.284	8.528	0.052	0.261	0.245	-0.173
Si	11.133	10.64	0.481	-0.189	-0.077	-0.308
Si	13.431	13.284	0.081	-0.096	-0.171	-0.004
Si	1.213	1.42	1.231	-0.006	0.144	-0.161
Si	4.066	4.214	1.33	-0.006	0.17	-0.204
Si	1.404	6.83	1.153	0.079	0.107	-0.225
Si	4.278	9.544	1.302	-0.041	0.033	-0.206
Si	1.369	12.396	1.2	0.166	0.056	-0.083
Si	4.186	14.924	1.025	0.094	0.08	-0.043
Si	6.814	1.268	1.053	0.037	0.144	-0.199
Si	9.673	3.983	1.339	0.094	0.109	-0.102
Si	6.959	6.645	1.408	-0.129	0.057	-0.039
Si	9.47	9.443	1.54	0.382	0.125	-0.136
Si	6.973	12.327	1.074	0.023	0.13	-0.428
Si	9.527	15.034	1.35	0.072	-0.086	-0.138
Si	12.275	1.199	1.427	-0.079	0.073	-0.085
Si	15.044	4.219	1.107	0.164	-0.114	-0.208
Si	12.228	7.028	1.461	-0.171	-0.062	-0.35
Si	14.914	9.58	1.441	-0.15	0.05	-0.181
Si	12.29	12.184	1.754	-0.046	-0.023	-0.137
Si	14.771	15.003	1.288	-0.06	-0.098	-0.201
Si	16.338	2.823	2.631	-0.03	0.058	0.092
Si	2.734	16.385	2.432	0.044	-0.073	-0.152
Si	0.03	8.191	2.583	0.021	-0.082	0.033
Si	2.716	5.556	2.687	0.097	0.031	0.167
Si	16.389	13.761	2.59	0.1	-0.023	0.017
Si	2.749	10.929	2.565	-0.035	0	-0.027
Si	5.478	2.698	2.492	-0.029	-0.028	0.094
Si	8.179	0.063	2.647	0.088	0.056	0.021
Si	5.595	8.165	2.686	0.063	-0.025	0.089
Si	8.234	5.254	2.756	0.034	0.046	0.061
Si	5.541	13.658	2.527	0.041	-0.033	-0.04
Si	8.154	10.983	2.667	-0.067	0.053	0.017
Si	11.056	2.736	2.753	0.025	0.005	0.102
Si	13.589	16.295	2.822	-0.063	0.03	0.021
Si	10.888	8.207	2.94	-0.092	-0.073	0.068
Si	13.677	5.513	2.58	0.006	-0.004	0.048
Si	10.875	13.686	2.802	-0.153	0.086	-0.034
Si	13.693	10.856	2.988	-0.042	-0.144	0.168
Si	1.362	4.129	4.026	-0.035	-0.013	-0.078
Si	4.089	1.34	3.872	0.065	-0.03	0.046
Si	1.396	9.564	3.969	0.055	0.061	0.012
Si	4.135	6.878	4.048	-0.118	0.015	-0.055
Si	1.395	15.101	3.934	-0.131	-0.01	0.079
Si	4.13	12.306	3.941	0.033	0.056	-0.102
Si	6.779	3.981	4.05	0.112	-0.068	-0.023
Si	9.583	1.393	4.065	-0.12	0.052	-0.196
Si	6.848	9.598	4.071	-0.016	-0.079	0.001
Si	9.527	6.727	4.153	0.11	-0.006	-0.135
Si	6.819	15.056	3.998	-0.079	0.012	-0.079
Si	9.502	12.302	4.098	0.048	0.053	0.002
Si	12.396	4.136	4.071	0.043	-0.111	-0.055
Si	15.014	1.383	4.023	0	0.12	-0.041
Si	12.265	9.543	4.294	-0.014	0.123	-0.077
Si	15.06	6.844	3.996	-0.026	0.01	-0.064
Si	12.237	15	4.196	0.074	0.027	-0.013
Si	15.121	12.352	4.088	0.089	-0.114	-0.046
Si	0.023	0.005	10.892	0.003	-0.009	0.007
Si	2.736	2.737	10.874	0.01	0.034	-0.013
Si	0.019	5.492	10.881	-0.001	0.006	-0.003
Si	2.756	8.25	10.888	-0.024	-0.024	-0.008
Si	0.033	10.975	10.886	0.004	-0.042	0.011
Si	2.741	13.698	10.882	0.018	0.002	-0.005
Si	5.467	0.011	10.873	0.027	-0.015	-0.003
Si	8.211	2.747	10.868	-0.03	0.024	-0.008
Si	5.48	5.488	10.884	0.016	0.001	-0.008
Si	8.238	8.239	10.878	0.024	-0.018	-0.015
Si	5.484	10.985	10.894	-0.023	-0.018	0.003
Si	8.225	13.697	10.89	-0.023	-0.02	-0.002
Si	10.954	0.007	10.891	-0.014	0.034	0.012
Si	13.696	2.737	10.888	-0.009	0.005	-0.007
Si	10.974	5.495	10.874	0	-0.015	0.007
Si	13.712	8.241	10.875	-0.037	0.01	0.005
Si	10.987	10.971	10.89	-0.007	-0.013	0.019
Si	13.717	13.684	10.885	-0.01	-0.009	0.011
Si	1.375	1.379	12.263	0.012	0.019	0.004
Si	4.099	4.107	12.231	-0.011	-0.046	-0.008
Si	1.364	6.891	12.235	0.039	-0.004	0.008
Si	4.107	9.639	12.263	0.077	0.017	-0.017
Si	1.384	12.346	12.268	0.002	0.011	-0.009
Si	4.1	15.06	12.246	-0.015	0.013	-0.011
Si	6.854	1.365	12.224	-0.011	0.016	-0.024
Si	9.599	4.117	12.209	0.015	0.012	-0.022
Si	6.867	6.876	12.232	-0.007	0.007	-0.022
Si	9.622	9.602	12.248	-0.04	-0.021	0.012
Si	6.863	12.348	12.262	0.058	0.011	0.004
Si	9.604	15.04	12.275	-0.006	-0.004	0.007
Si	12.334	1.363	12.252	-0.018	-0.004	0.001
Si	15.049	4.124	12.246	-0.002	0.009	0.011
Si	12.352	6.871	12.23	-0.003	0.026	0.004
Si	15.058	9.621	12.251	0.006	-0.051	-0.021
Si	12.367	12.325	12.277	0.001	0.019	0.002
Si	15.078	15.031	12.279	-0.017	0.028	-0.008
Si	16.391	2.746	13.617	0.024	0.016	-0.001
Si	2.733	16.4	13.63	0.063	-0.014	0.012
Si	0.004	8.26	13.62	-0.075	0.082	-0.042
Si	2.722	5.5	13.565	-0.04	0.013	-0.007
Si	0.034	13.676	13.686	0.026	0.002	0.035
Si	2.749	11.013	13.654	0.022	-0.054	0.034
Si	5.466	2.71	13.571	0.067	0.052	0.009
Si	8.221	0.018	13.615	-0.035	0.028	0.02
Si	5.515	8.279	13.583	-0.022	-0.013	-0.026
Si	8.263	5.506	13.565	-0.003	-0.011	0.062
Si	5.48	13.722	13.615	0.01	-0.038	0.012
Si	8.27	10.994	13.605	-0.043	-0.022	-0.042
Si	10.958	2.755	13.578	-0.03	0.019	0.012
Si	13.694	16.39	13.628	0.01	0.024	-0.019
Si	11.03	8.258	13.608	0.023	-0.062	0.006
Si	13.7	5.51	13.614	-0.007	-0.018	0.001
Si	11.008	13.694	13.649	-0.013	-0.011	0.005
Si	13.751	10.988	13.676	-0.028	-0.047	0.016
Si	1.333	4.16	14.95	0.035	0.012	0.033
Si	4.119	1.345	14.98	-0.074	-0.018	0.046
Si	1.333	9.661	14.984	-0.069	-0.14	0.015
Si	4.107	6.896	14.861	0.085	0.098	0.027
Si	1.399	15.048	15.05	0.033	0.011	0.005
Si	4.134	12.389	15.026	0.064	0.088	0.085
Si	6.876	4.094	14.849	-0.123	-0.121	-0.067
Si	9.631	1.367	14.955	0.016	0.008	0.02
Si	6.887	9.658	14.959	0.057	0.021	0.029
Si	9.664	6.871	14.931	0.039	0.061	0.035
Si	6.822	15.09	14.996	0.05	0.005	0.018
Si	9.662	12.309	15.003	-0.011	0.006	0.02
Si	12.302	4.139	14.938	0.005	0.01	0.021
Si	15.033	1.361	14.99	-0.05	-0.015	0.024
Si	12.401	9.602	15.028	0.018	-0.003	0.057
Si	15.057	6.883	14.997	0.031	0.016	0.025
Si	12.385	15.03	15.057	-0.016	0.001	0.11
Si	15.111	12.32	15.123	0.007	-0.024	0.113
Si	16.389	16.401	16.374	0.04	0	0.004
Si	2.712	2.761	16.235	0.086	-0.005	0.051
Si	16.387	5.516	16.378	-0.056	0.02	0.126
Si	2.719	8.25	16.213	-0.029	0.183	-0.036
Si	0.089	10.966	16.553	-0.062	-0.004	0.238
Si	2.808	13.753	16.477	-0.1	-0.046	0.102
Si	5.445	0.001	16.454	-0.026	0.038	0.096
Si	8.207	2.729	16.237	-0.012	0.133	0.046
Si	5.522	5.517	16.113	0.027	-0.06	-0.049
Si	8.372	8.341	16.238	-0.086	-0.018	-0.002
Si	5.529	11.021	16.364	0.054	-0.065	0.053
Si	8.251	13.714	16.263	-0.048	-0.012	0.116
Si	11.015	0.041	16.372	-0.091	0.001	0.157
Si	13.616	2.746	16.295	-0.023	-0.042	0.094
Si	10.997	5.506	16.356	0.015	-0.085	0.157
Si	13.755	8.236	16.441	-0.088	0.108	0.152
Si	11.074	10.982	16.413	0.014	-0.057	0.005
Si	13.751	13.687	16.525	0.025	-0.004	-0.041
Si	1.266	1.499	17.629	-0.091	-0.043	-0.072
Si	4.165	4.156	17.449	0.056	-0.028	-0.08
Si	1.474	6.887	17.666	-0.181	0.011	0.084
Si	4.017	9.647	17.574	-0.347	-0.141	-0.334
Si	1.537	12.382	17.94	0.059	-0.145	-0.047
Si	4.045	15.143	17.991	0.2	0.035	0.147
Si	6.889	1.416	17.69	0.043	-0.143	-0.021
Si	9.513	4.118	17.601	-0.03	-0.066	-0.108
Si	6.957	6.89	17.357	-0.043	-0.064	-0.184
Si	9.725	9.615	17.76	0.058	0.017	0
Si	6.93	12.43	17.729	0.12	0.072	-0.074
Si	9.61	15.029	17.657	-0.015	0.102	-0.241
Si	12.318	1.452	17.806	-0.139	-0.049	0.138
Si	14.878	4.142	17.676	0.143	0.139	-0.163
Si	12.361	6.872	17.811	0.03	0.008	-0.116
Si	15.122	9.524	17.961	0.158	-0.083	0.028
Si	12.423	12.271	17.911	0.05	-0.101	0.002
Si	15.141	15.068	17.905	0.052	0.071	0.041
Si	16.272	2.832	18.981	0.047	-0.192	-0.097
Si	2.581	0.405	19.177	0.05	0.167	0.227
Si	0.245	8.101	19.299	-0.217	0.08	0.261
Si	2.811	5.38	18.888	0.345	0.158	0.16
Si	0.128	13.706	19.364	0.066	-0.098	-0.074
Si	2.979	10.933	19.295	-0.268	0.06	0.113
Si	5.589	2.981	18.855	0.041	0.291	0.329
Si	8.213	16.345	19.014	-0.063	0.01	0.288
Si	5.375	8.061	18.498	0.024	0.203	0.067
Si	8.239	5.657	18.831	0.061	0.066	0.31
Si	5.577	13.641	19.284	0.174	0.286	0.162
Si	8.286	10.955	19.034	0.159	-0.19	0.358
Si	10.691	2.756	19.098	0.096	-0.078	0.222
Si	13.785	0.125	19.221	-0.046	0.106	0.088
Si	11.033	8.236	19.212	-0.047	0.044	0.171
Si	13.516	5.326	19.214	-0.15	0.109	0.132
Si	10.977	13.729	19.066	-0.135	-0.061	0.279
Si	13.78	10.917	19.425	0.279	-0.029	0.031
Si	1.14	4.353	20.145	-0.106	-0.227	-0.072
Si	4.048	1.969	20.224	0.215	-0.203	-0.232
Si	1.401	9.756	20.654	0.038	0.081	-0.255
Si	4.408	6.62	20.072	0.075	0.01	0.254
Si	1.264	16.098	21.03	0.053	0.119	-0.146
Si	5.071	11.598	20.384	-0.27	0.184	0.076
Si	6.697	4.612	20.179	0.086	-0.034	0.001
Si	9.764	0.935	20.449	-0.179	0.133	-0.019
Si	6.351	9.822	19.594	0.424	-0.549	0.061
Si	9.594	6.779	20.414	-0.081	0.108	-0.093
Si	7.183	14.873	20.564	-0.202	-0.194	-0.436
Si	9.673	12.928	20.873	-0.106	-0.178	-0.248
Si	11.657	4.443	20.396	-0.18	-0.219	-0.021
Si	15.142	1.55	20.62	-0.129	0.046	0.002
Si	12.6	9.28	20.704	-0.219	0.198	-0.213
Si	16.114	6.11	20.638	0.185	0.651	-0.41
Si	12.168	15.274	20.353	0.129	0.238	0.193
Si	15.538	12.037	20.695	-0.314	0.035	-0.06
Si	13.108	1.765	25.304	0.04	0.033	0.134
Si	2.641	3.399	22.639	-0.083	-0.142	0.058
Si	14.008	8.218	23.022	-0.233	0.015	0.145
Si	3.336	8.333	22.591	0.085	0.091	-0.342
Si	11.376	9.225	23.438	-0.066	0.056	0.101
Si	2.911	0.554	23.547	0.094	-0.05	0.381
Si	5.65	0.485	22.072	0.014	-0.301	0.054
Si	7.256	3.166	22.758	0.037	0.187	0.417
Si	4.436	5.885	26.903	0.327	-0.154	0.05
Si	8.458	10.283	27.179	-0.034	-0.056	0
Si	6.01	9.736	22.416	0.264	-0.173	0.07
Si	8.91	13.259	26.911	0.09	0.032	-0.034
Si	11.814	13.667	22.961	-0.129	0.087	0.133
Si	13.236	3.138	22.74	0.067	-0.1	0.139
Si	8.429	8.059	23.119	0.055	0.004	0.213
Si	16.396	6.201	23.843	0.149	-0.005	-0.173
Si	10.856	11.584	28.318	0.108	-0.111	0.063
Si	14.582	12.994	23.587	-0.018	-0.107	0.451
Si	14.402	4.446	25.137	-0.357	-0.226	0.119
Si	6.501	7.926	27.567	0.076	-0.085	-0.017
Si	6.544	3.91	25.445	0.205	-0.04	0.258
Si	3.803	9.601	30.007	-0.009	0.146	-0.107
Si	14.701	15.425	25.56	0.001	-0.07	0.13
Si	6.752	0.739	25.679	0.026	0.111	0.223
Si	8.815	1.028	23.522	0.15	0.129	0.306
Si	8.368	6.239	25.622	0.121	-0.18	-0.026
Si	3.936	16.002	26.18	0.103	0.056	-0.064
Si	10.223	7.928	26.838	0.195	-0.172	0.067
Si	7.545	15.68	28.21	0.039	0.224	-0.198
Si	10.309	15.3	25.213	-0.13	0.097	0.261
Si	11.483	0.681	27.47	-0.05	0.047	0.042
Si	2.363	6.035	24.497	-0.073	-0.211	0.215
Si	16.357	8.891	26.686	-0.086	0.227	0.192
Si	12.254	9.933	26.098	-0.073	-0.032	0.121
Si	0.24	0.099	27.434	-0.043	0.081	-0.091
Si	13.364	4.254	31.871	-0.071	-0.139	-0.431
Si	2.626	14.424	27.996	-0.028	-0.171	-0.04
Si	16.238	10.164	29.222	-0.115	0.161	-0.094
Si	0.431	5.439	29.385	-0.045	0.001	-0.026
Si	14.995	10.318	24.733	-0.132	0.262	0.039
Si	1.965	12.142	29.741	-0.163	-0.132	-0.116
Si	4.925	4.485	29.722	0.155	-0.002	-0.069
Si	14.005	15.45	28.31	-0.06	-0.194	0.015
Si	6.526	8.851	30.319	0.1	0.025	-0.198
Si	9.419	1.146	29.835	-0.024	0.15	-0.207
Si	3.357	1.88	30.534	0.053	0.126	-0.162
Si	9.137	9.079	31.238	0.084	-0.131	-0.267
Si	4.531	16.176	28.915	0	0.16	-0.001
Si	14.99	1.755	31.169	-0.089	-0.082	-0.129
Si	12.778	6.818	32.984	-0.175	0.106	-0.147
Si	12.684	6.252	30.013	-0.005	-0.026	-0.21
Si	11.646	10.958	31.203	0.172	-0.213	-0.134
Si	14.513	9.588	31.447	-0.183	-0.065	-0.165
Si	16.346	6.919	32.121	-0.158	0.204	-0.278
Si	6.004	4.405	32.414	-0.001	0.115	-0.117
Si	1.848	8.013	28.61	-0.054	0.168	0.126
Si	2.282	8.903	32.497	0.01	0.035	-0.176
Si	13.584	15.504	31.1	0.097	0.047	-0.133
Si	1.683	13.666	32.386	-0.161	-0.18	-0.343
Si	4.405	1.804	33.288	-0.094	0.143	-0.2
Si	7.854	3.997	30.168	-0.003	0.075	-0.117
Si	7.073	9.107	33.208	-0.084	0.051	-0.15
Si	9.69	6.538	29.659	0	-0.047	-0.077
Si	0.737	2.4	29.114	-0.028	-0.063	-0.043
Si	10.794	12.718	33.744	0.119	-0.187	0.14
Si	11.126	0.112	32.363	0.08	0.214	-0.173
Si	16.15	15.834	32.585	-0.201	0.162	-0.344
Si	14.497	6.403	27.539	-0.127	0.028	0.192
Si	11.521	2.815	33.338	0.077	0.216	-0.159
Si	0.26	11.073	32.966	0.006	-0.227	-0.214
O	14.738	15.072	32.182	0.053	-0.092	0.264
O	12.05	1.383	32.776	0.093	-0.179	-0.149
O	1.42	4.151	34.571	0.053	0.054	0.497
O	3.557	2.328	34.562	0.203	-0.284	-0.007
O	16.237	6.163	33.586	-0.035	-0.364	0.429
O	15.607	5.515	28.325	0.174	-0.059	-0.078
O	2.706	8.814	34.048	0.231	-0.106	0.243
O	1.463	10.282	32.223	-0.058	-0.01	-0.248
O	0.216	10.488	34.474	0.042	0.014	-0.084
O	1.438	8.296	27.047	0.09	-0.185	0.035
O	2.723	13.887	33.615	0.297	0.166	0.305
O	1.002	15.063	31.904	0.237	-0.105	0.011
O	5.157	0.413	33.728	-0.128	0.049	-0.159
O	3.256	1.675	32.139	-0.197	0.048	-0.021
O	9.943	2.798	33.765	-0.201	-0.016	0.243
O	1.884	1.567	29.922	0.044	-0.344	-0.016
O	4.235	6.825	34.808	-0.077	0.296	0.082
O	5.999	5.17	33.851	-0.049	0.159	0.325
O	10.334	4.961	0.134	-0.307	-0.527	0.191
O	7.396	8.053	34.393	0.004	-0.215	0.112
O	6.154	10.323	33.825	-0.052	0.166	-0.114
O	4.223	12.011	34.657	-0.223	0.327	0.312
O	9.343	13.557	33.804	-0.102	0.32	-0.125
O	7.048	14.991	34.516	-0.082	0.069	0.034
O	7.618	2.076	35.158	-0.228	-0.466	0.205
O	10.544	16.049	33.818	-0.31	0.078	0.32
O	14.779	1.441	34.793	0.106	0.122	0.361
O	0.027	15.834	34.181	-0.066	-0.255	0.012
O	12.573	3.195	34.534	0.157	-0.038	0.035
O	8.704	2.612	30.004	0.197	-0.042	0.007
O	13.605	7.857	33.945	-0.092	0.073	0.413
O	12.648	7.217	31.368	0.026	0.053	0.223
O	10.352	11.48	34.707	-0.295	-0.177	-0.203
O	12.195	9.7	35.003	0.079	-0.002	0.483
O	14.662	12.273	34.932	0.334	0.15	0.601
O	11.279	6.647	33.644	-0.219	0.217	-0.099
O	1.376	3.638	21.643	-0.108	0.172	0.062
O	0.223	6.148	22.209	0.382	0.126	0.27
O	2.379	2.094	23.589	-0.051	0.221	0.079
O	3.848	2.933	21.602	-0.03	-0.231	-0.521
O	2.088	9.286	22.102	-0.179	0.133	0.134
O	0.24	10.866	21.11	0.055	-0.087	-0.032
O	5.579	5.679	20.801	-0.322	-0.079	-0.438
O	3.659	7.44	21.269	0.07	-0.129	-0.087
O	2.073	16.066	22.47	-0.342	-0.189	0.017
O	16.289	0.574	21.316	0.422	-0.031	0.062
O	9.027	11.449	20.497	0.076	0.005	-0.34
O	5.653	11.316	22.008	-0.333	0.032	-0.309
O	7.595	4.109	21.488	0.162	-0.167	0.022
O	8.625	2.67	23.557	0.01	-0.14	-0.349
O	11.163	0.126	20.735	0.049	-0.029	-0.297
O	9.052	0.744	21.946	0.057	0.332	-0.34
O	6.352	8.943	21.027	-0.183	0.275	0.365
O	5.45	16.171	25.628	0.05	-0.214	0.025
O	8.643	7.411	21.625	-0.107	0.042	-0.401
O	9.537	10.6	28.404	0.072	-0.141	0.121
O	8.414	13.947	21.161	0.081	-0.171	-0.121
O	6.528	15.517	21.946	-0.171	0.319	0.07
O	10.558	12.868	22.267	0.083	0.03	0.177
O	10.303	13.018	27.758	0.068	0.025	0.115
O	10.631	5.617	21.018	0.149	-0.116	-0.319
O	12.078	3.585	21.727	-0.217	0.077	0.067
O	12.596	2.054	23.784	-0.199	-0.052	0.002
O	14.449	2.44	21.86	-0.014	0.082	-0.225
O	13.747	8.234	21.386	-0.006	-0.132	0.007
O	11.674	9.887	21.966	0.35	0.2	-0.312
O	14.511	5.726	20.519	0.09	-0.087	0.012
O	14.504	9.763	23.284	0.35	-0.14	-0.244
O	12.978	12.67	23.522	-0.02	-0.34	0.158
O	12.542	14.593	21.822	0.351	0.305	-0.225
O	0.923	14.555	20.591	-0.052	-0.334	-0.053
O	15.168	12.879	22.077	0.149	0.036	-0.227
O	14.243	2.901	25.698	0.283	0.11	-0.148
O	13.667	0.242	25.268	-0.053	0.112	-0.045
O	4.897	0.576	20.633	-0.262	0.178	-0.024
O	2.871	4.703	23.604	0.163	0.068	0.196
O	15.059	7.236	23.794	-0.134	-0.02	0.284
O	3.025	5.891	26.042	-0.411	0.108	-0.49
O	4.637	9.177	23.093	-0.198	-0.16	0.176
O	2.961	7.402	23.851	0.216	0.226	0.097
O	13.856	9.988	25.856	0.039	0.031	-0.191
O	16.337	9.492	25.178	-0.06	-0.302	-0.058
O	2.807	0.024	25.091	-0.037	-0.105	-0.146
O	4.501	0.444	23.207	0.309	-0.154	-0.105
O	6.496	1.866	22.152	-0.029	0.054	-0.432
O	7.432	0.466	24.224	-0.028	-0.181	-0.087
O	6.29	3.93	23.83	0.056	-0.031	-0.463
O	7.563	6.933	26.853	0.002	0.029	0.055
O	6.476	7.641	29.2	0.145	-0.082	0.178
O	5.075	7.418	26.91	-0.233	0.162	-0.181
O	9.291	9.176	26.291	0.075	-0.029	-0.224
O	7.954	14.141	27.89	-0.192	-0.058	-0.028
O	4.541	0.84	30.109	-0.118	0.187	-0.099
O	3.937	0.515	27.557	-0.17	-0.053	-0.161
O	9.176	14.155	25.556	-0.13	0.091	0.006
O	7.728	0.227	26.883	0.067	0.119	0.002
O	11.384	14.56	24.255	0.032	-0.231	-0.274
O	11.921	11.053	27.211	0.104	-0.027	-0.066
O	11.89	1.851	26.396	-0.108	0.219	-0.265
O	13.621	4.442	23.677	0.025	0.082	-0.028
O	7.983	6.865	24.161	-0.167	-0.075	-0.225
O	9.883	8.645	23.523	0.175	-0.184	0.283
O	12.5	8.035	23.669	0.065	-0.204	-0.009
O	7.333	9.294	23.307	-0.073	0.233	-0.228
O	11.769	8.45	26.651	0.159	0.027	-0.186
O	15.288	11.906	24.586	0.098	-0.138	0.096
O	11.531	10.289	24.669	-0.032	-0.005	-0.016
O	6.498	2.345	25.951	-0.075	-0.102	-0.291
O	15.929	4.87	24.71	0.021	0.062	-0.129
O	5.393	4.776	26.174	-0.212	0.116	0.2
O	8.004	4.644	25.696	0.075	-0.065	-0.148
O	1.107	3.977	29.153	0.134	0.149	-0.121
O	0.855	8.921	29.556	0.073	-0.223	0.102
O	5.384	9.931	29.902	-0.034	-0.295	0.189
O	3.38	8.452	28.917	0.03	-0.052	0.127
O	16.078	10.222	27.612	-0.129	0.097	-0.087
O	16.13	16.148	25.921	0.263	-0.014	0.039
O	3.549	14.918	29.256	0.034	0.064	0.129
O	8.23	11.789	26.527	-0.236	0.013	0.158
O	9.936	0.289	24.426	-0.093	-0.053	-0.115
O	4.367	5.405	28.485	-0.253	-0.192	0.171
O	8.649	5.287	29.542	-0.222	0.174	0.185
O	8.38	16.37	29.413	-0.072	-0.064	-0.011
O	2.047	12.961	28.334	0.033	0.21	-0.134
O	6.998	9.511	27.406	0.092	-0.031	0.179
O	9.321	7.461	30.969	-0.192	-0.118	0.217
O	9.808	7.563	28.382	0.066	0.191	0.128
O	3.569	14.46	26.64	0.213	-0.145	0.02
O	7.968	9.596	30.211	-0.094	-0.066	-0.068
O	10.843	15.811	26.672	0.026	-0.276	-0.219
O	15.441	16.197	28.5	0.181	0.215	0.069
O	14.137	14.605	26.895	-0.083	0.055	0.069
O	12.833	0.157	28.189	-0.035	0.175	0.151
O	13.497	4.879	30.369	0.027	-0.187	-0.079
O	13.889	5.493	26.307	0.073	-0.107	-0.239
O	14.789	9.811	29.85	-0.043	0.109	-0.174
O	0.431	11.558	29.815	-0.019	-0.176	0.215
O	12.951	10.051	31.62	-0.06	0.115	-0.014
O	11.671	11.688	29.73	0.182	0.314	0.058
O	14.856	14.459	24.269	0.121	-0.157	-0.444
O	13.715	14.629	29.705	0.087	-0.036	0.116
O	13.356	6.853	28.644	-0.102	-0.034	0.163
O	16.306	5.798	30.906	0.095	0.182	0.03
O	1.423	15.477	27.788	0.248	-0.142	0.038
O	5.095	5.161	31.236	0.138	-0.097	0.099
O	3.039	10.954	29.612	0.118	-0.048	0.108
O	15.231	7.735	26.953	-0.011	0.033	-0.096
O	14.395	3.016	32.013	0.041	0.041	0.37
O	1.417	7.599	32.085	0.192	-0.138	0.102
O	0.506	12.671	32.933	0.005	-0.107	-0.076
O	13.822	0.693	30.76	0.045	-0.054	0.178
O	2.344	13.012	31.051	0.042	-0.05	0.252
O	1.629	6.466	28.993	0.13	0.071	0.197
O	5.481	2.884	32.715	-0.073	-0.098	0.325
O	6.006	15.606	28.669	-0.192	-0.016	0.122
O	10.517	1.292	28.626	-0.066	-0.043	-0.036
O	3.814	3.323	29.957	-0.04	-0.026	0.019
O	6.356	8.39	31.895	-0.115	-0.091	0.165
O	3.558	9.027	31.506	0.17	0.066	0.178
O	7.51	4.268	31.759	0.163	0.101	0.346
O	9.95	6.58	25.929	-0.061	0.058	-0.002
O	0.651	1.679	27.635	0.137	0.087	-0.093
O	15.681	2.321	29.825	-0.04	-0.149	-0.025
O	10.532	9.805	31.041	-0.156	0.018	0.196
O	8.589	9.515	32.717	0.024	0.033	0.226
O	10.039	0.623	31.254	-0.007	-0.232	0.162
O	6.421	3.876	29.351	-0.117	-0.131	0.102
O	16.1	0.976	32.066	0.112	-0.03	0.034
O	12.075	15.347	31.706	-0.204	0.014	-0.073
O	11.147	5.836	29.743	0.043	-0.307	-0.024
O	13.652	5.428	32.976	0.242	-0.005	0.25
O	11.782	3.851	32.102	0.109	-0.16	0.348
O	15.211	8.118	31.843	-0.01	-0.21	0.434
O	12.155	13.472	34.365	0.149	0.379	-0.223
O	11.236	12.12	32.277	-0.128	0.408	0.377
O	15.245	10.756	32.281	0.011	0.317	0.293
Si	0.031	0.035	5.361	0.091	0.048	-0.057
Si	2.756	2.718	5.327	-0.032	0.042	-0.092
Si	0.011	5.49	5.408	-0.006	-0.031	-0.071
Si	2.755	8.239	5.397	0.055	-0.024	-0.02
Si	0.072	10.938	5.399	0.024	0.065	-0.006
Si	2.756	13.699	5.314	-0.018	-0.055	-0.097
Si	5.431	0.017	5.348	0.013	-0.036	-0.12
Si	8.19	2.708	5.441	-0.046	-0.068	0.039
Si	5.463	5.446	5.392	-0.026	0.001	-0.043
Si	8.191	8.194	5.445	0.015	0.062	0.001
Si	5.454	10.964	5.399	-0.023	-0.056	-0.049
Si	8.162	13.703	5.43	-0.009	0.002	-0.062
Si	10.902	0.026	5.481	0.039	-0.003	0.007
Si	13.707	2.743	5.446	-0.003	0.025	-0.024
Si	10.978	5.433	5.468	-0.043	0.014	0.011
Si	13.725	8.162	5.479	-0.03	-0.062	0.008
Si	10.883	10.976	5.511	0.037	-0.012	0.042
Si	13.701	13.662	5.465	-0.089	0.019	0.004
Si	1.395	1.386	6.739	-0.021	-0.018	0.018
Si	4.088	4.088	6.749	0.064	-0.011	-0.022
Si	1.391	6.86	6.763	-0.008	0.024	-0.007
Si	4.107	9.598	6.78	-0.045	0.038	0.009
Si	1.425	12.336	6.741	0.019	-0.073	-0.002
Si	4.093	15.049	6.73	0.004	0.045	0.014
Si	6.804	1.345	6.771	0.085	0.02	0.001
Si	9.573	4.079	6.805	0.028	-0.013	-0.005
Si	6.816	6.821	6.788	0.004	0.05	-0.019
Si	9.545	9.566	6.833	0.017	-0.028	-0.003
Si	6.812	12.322	6.785	-0.01	0.031	0.01
Si	9.542	15.044	6.816	0	0.042	-0.011
Si	12.317	1.384	6.807	-0.043	0.068	-0.017
Si	15.072	4.117	6.795	0.008	-0.039	0.018
Si	12.333	6.817	6.829	0.039	-0.039	0.001
Si	15.094	9.582	6.783	-0.033	0.024	-0.022
Si	12.315	12.318	6.828	0.013	-0.019	0.009
Si	15.078	15.072	6.768	-0.03	-0.02	-0.016
Si	0.039	2.741	8.14	0.021	0.056	0
Si	2.743	0.012	8.116	-0.002	-0.005	-0.003
Si	0.046	8.224	8.154	0.018	-0.011	0.011
Si	2.746	5.478	8.132	-0.03	-0.017	-0.003
Si	0.043	13.691	8.119	-0.024	-0.006	-0.01
Si	2.76	10.976	8.144	0.039	0.009	0.014
Si	5.46	2.74	8.132	-0.01	0.013	0.004
Si	8.179	0.01	8.164	-0.049	-0.04	0.012
Si	5.469	8.22	8.15	-0.006	-0.043	-0.004
Si	8.209	5.474	8.153	0.045	0.037	-0.015
Si	5.456	13.702	8.135	0.006	-0.046	-0.004
Si	8.188	10.963	8.168	-0.001	-0.041	0.011
Si	10.949	2.735	8.177	-0.033	-0.026	0.002
Si	13.701	0.015	8.152	0.012	0.015	0.004
Si	10.959	8.212	8.165	0.011	0.059	-0.007
Si	13.707	5.464	8.179	-0.051	-0.013	0.004
Si	10.946	13.696	8.17	0.043	0.02	0.026
Si	13.71	10.944	8.148	-0.049	-0.026	0.026
Si	1.383	4.119	9.512	0.004	-0.015	-0.003
Si	4.1	1.372	9.501	0.018	0.015	-0.008
Si	1.397	9.611	9.514	-0.005	0.009	0
Si	4.103	6.853	9.518	0.022	0.022	-0.007
Si	1.386	15.058	9.503	0.012	0.004	-0.003
Si	4.113	12.339	9.519	0.001	-0.007	0
Si	6.831	4.108	9.507	0.012	-0.009	-0.018
Si	9.572	1.364	9.522	0.028	0.015	-0.001
Si	6.833	9.592	9.53	0.009	0.022	0.004
Si	9.587	6.848	9.516	-0.015	-0.008	-0.01
Si	6.83	15.041	9.522	0.027	0.031	-0.009
Si	9.585	12.321	9.53	0.007	-0.004	-0.002
Si	12.328	4.103	9.529	0	0.019	0.009
Si	15.071	1.379	9.517	-0.015	0.004	-0.003
Si	12.334	9.592	9.514	0.013	-0.049	0.017
Si	15.07	6.862	9.515	-0.005	0.005	0
Si	12.334	15.053	9.527	-0.027	-0.004	0.019
Si	15.078	12.327	9.499	-0.009	0.012	0.003

Results
total energy: -115451.033 eV
total energy less fixed offsets of O -438.35, Si -107.03 eV per atom: 15.307 eV
